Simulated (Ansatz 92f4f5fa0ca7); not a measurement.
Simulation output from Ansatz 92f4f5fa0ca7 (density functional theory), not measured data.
Periodic cell of 189 atoms, Si117O72, from a study of silicon, its oxide and their interface. The atomic structure is a simulated model.

Settings
functional: PBE
potential files: Ansatz PAW
basis: plane waves
wave-function cutoff: 700 eV
density cutoff ratio: 5
exchange-correlation grid ratio: 2
k mesh: 2 x 2 x 1, shifted by 0.5 0.5 0.5 of a step
self-consistency stop: 5e-08 eV per atom in the density residual
occupations: Fermi-Dirac, 0.05 eV
spin: none
net charge: 0

Cell vectors (angstrom)
a  11.5983  0  0
b  0  11.5983  0
c  -2.5581  0.4109  25.5369

Atoms: element, x, y, z (angstrom)
Si  8.4018  -0.3461  -1.1576
Si  8.5389  3.9549  -0.9473
Si  8.5933  8.0348  -1.2233
Si  0.4996  0.3549  -0.8514
Si  0.6574  3.525  -0.833
Si  1.2298  7.9057  -1.3169
Si  4.5029  0.0051  -0.9478
Si  4.5983  4.1938  -1.0584
Si  4.6898  7.3836  -0.8864
Si  -1.3932  0.0766  0.4381
Si  -1.2067  3.9884  0.4858
Si  -0.9739  7.8477  0.0589
Si  2.5393  -0.0447  0.3346
Si  2.6825  3.8327  0.345
Si  2.7494  7.617  0.4449
Si  6.5005  -0.1007  0.3006
Si  6.5374  3.8649  0.3161
Si  6.7202  7.6921  0.2751
Si  -1.3074  2.0057  1.7904
Si  -1.1049  5.9836  1.6611
Si  -1.1747  9.6643  1.646
Si  2.6542  1.8932  1.7246
Si  2.6812  5.7285  1.7809
Si  2.6499  9.6267  1.693
Si  6.5209  1.8898  1.6638
Si  6.622  5.7984  1.6909
Si  6.5725  9.6074  1.6875
Si  8.3843  1.9436  3.1432
Si  8.55  5.8643  3.0603
Si  -3.0964  9.6506  3.0581
Si  0.6987  1.9369  3.1027
Si  0.7428  5.8511  3.1167
Si  0.7294  9.6791  3.0551
Si  4.6104  1.913  3.0767
Si  4.6671  5.822  3.0714
Si  4.6115  9.6582  3.0246
Si  -3.1266  -0.0291  4.4641
Si  -3.121  3.9184  4.4431
Si  -3.1047  7.7685  4.4621
Si  0.7325  -0.0261  4.4597
Si  0.7216  3.8991  4.4424
Si  0.7561  7.7942  4.4689
Si  4.614  -0.038  4.4381
Si  4.6393  3.8886  4.4144
Si  4.627  7.77  4.4253
Si  -1.1908  11.5597  5.8501
Si  -1.1999  3.8666  5.8197
Si  -1.1805  7.7895  5.8346
Si  2.6827  11.5645  5.8158
Si  2.6908  3.9442  5.7531
Si  2.7062  7.8091  5.8079
Si  6.5367  11.5496  5.8281
Si  6.5494  3.9519  5.809
Si  6.5473  7.8116  5.8052
Si  -1.1346  1.9144  7.1769
Si  -1.1763  5.8281  7.1345
Si  -1.2463  9.6598  7.3019
Si  2.6331  1.9854  7.0449
Si  2.7086  5.8801  7.1382
Si  2.7505  9.6669  7.2798
Si  6.5088  1.9564  7.0654
Si  6.5555  5.9159  7.1732
Si  6.5579  9.6599  7.302
Si  8.4395  1.7941  8.3908
Si  8.5101  5.932  8.514
Si  8.4285  9.5617  8.7979
Si  0.8394  1.9795  8.5718
Si  0.7605  5.7702  8.4728
Si  0.7544  9.6062  8.5604
Si  4.5401  2.062  8.3676
Si  4.6245  6.0512  8.5398
Si  4.6859  9.751  8.7619
Si  8.4102  11.614  10.0089
Si  8.4067  3.8356  9.4324
Si  8.5234  7.5637  10.3113
Si  0.9026  11.5416  9.8433
Si  0.7818  3.9533  9.9902
Si  0.7343  7.626  9.855
Si  4.6266  11.9043  9.8745
Si  4.5385  4.0341  9.6412
Si  4.7277  7.8112  10.2907
Si  -1.0799  12.0685  10.9536
Si  -1.443  3.6217  10.9113
Si  -0.9345  7.4524  11.5502
Si  2.7773  11.8066  11.3687
Si  2.8491  4.5288  11.2456
Si  2.5486  7.6249  11.3255
Si  6.4863  12.3417  11.2748
Si  6.536  3.8109  10.8003
Si  6.6465  6.8249  11.7541
Si  0.7277  8.922  13.4917
Si  0.3071  1.6622  20.7266
Si  -2.7853  -0.0035  15.9259
Si  6.7137  1.7005  17.2342
Si  2.9859  2.4433  13.3558
Si  0.3091  4.7037  17.3389
Si  5.5547  4.5387  16.6493
Si  5.5549  6.2629  19.0721
Si  4.7065  11.5877  13.5688
Si  2.9857  5.9599  17.5267
Si  -0.265  10.4759  20.161
Si  -1.3558  4.2225  19.8467
Si  -2.0596  5.9338  22.236
Si  11.1527  11.6316  13.9838
Si  -2.0626  0.3664  21.7819
Si  -1.5379  5.0303  13.467
Si  7.2371  8.2031  17.3321
Si  -1.4276  9.3841  17.5603
Si  6.0303  10.6311  16.1187
Si  6.4152  6.4006  22.1063
Si  7.687  14.0176  20.1908
Si  7.4219  6.2944  14.7645
Si  0.4831  2.9469  14.947
Si  0.6906  7.3911  16.1442
Si  0.9733  9.7243  22.767
Si  5.6498  2.2608  22.4927
Si  2.5422  2.646  22.5053
O  6.3811  5.1818  15.3907
O  4.1212  2.668  22.1546
O  -2.0575  4.6572  23.2307
O  6.1641  2.8562  23.9227
O  5.7885  0.6628  22.8141
O  3.9648  6.5312  18.7157
O  0.2865  11.9731  19.6988
O  1.2197  6.7729  -2.5412
O  4.1726  13.1014  13.9817
O  0.6117  1.9426  -1.2993
O  0.0002  -0.4041  -2.2632
O  1.9513  8.4873  23.1535
O  4.298  -0.9298  -2.298
O  4.9369  10.6688  14.9091
O  -0.2833  3.0214  20.0752
O  4.6644  5.8086  -1.2989
O  -0.6303  8.7347  12.5752
O  6.0218  4.9566  18.1779
O  -1.2116  13.6535  11.3322
O  2.0475  3.0992  14.5229
O  -0.4807  4.0179  14.1903
O  0.8133  9.7588  21.142
O  -0.6759  11.4613  12.4075
O  -0.7392  6.2014  12.6423
O  0.1931  1.3883  14.6107
O  -2.223  4.1788  12.2713
O  7.5546  -0.9519  15.5352
O  2.0239  8.696  12.5007
O  8.8873  5.6075  14.4529
O  8.6896  8.757  17.8525
O  2.1918  13.1351  12.2186
O  6.5343  5.1534  11.7813
O  8.4582  -1.9509  -1.4823
O  6.86  7.0685  13.4201
O  -0.4418  8.4608  16.6505
O  3.5289  3.7284  12.5307
O  8.7117  15.2546  19.8851
O  3.9811  5.0639  16.5329
O  12.1408  10.3492  14.3081
O  -1.9617  0.1007  14.5569
O  6.614  13.9743  11.6724
O  -0.9513  4.7674  18.3682
O  0.3288  3.2652  16.5519
O  2.1831  7.2537  16.8657
O  5.9408  5.3307  23.2385
O  0.9509  7.7544  14.5996
O  -3.416  1.4132  16.5034
O  5.8184  11.9386  17.082
O  6.0175  7.8519  22.7531
O  5.8574  2.9289  16.5791
O  6.601  7.4201  18.6074
O  5.6621  6.107  20.6853
O  6.1408  11.6534  12.7636
O  1.8087  1.9704  21.2213
O  3.5549  10.9264  12.5925
O  -0.5205  9.5272  18.8938
O  2.6585  6.0562  11.8993
O  1.77  4.969  18.0602
O  -3.1113  1.1737  20.8463
O  8.0194  6.3409  21.8461
O  2.0639  9.1957  -2.0122
O  4.5616  3.7302  -2.6725
O  6.0157  9.2615  16.9959
O  -0.6744  1.2378  21.9658
O  7.5947  7.3685  15.9833
O  2.2026  1.9007  23.9161
O  6.981  1.9748  18.8062
O  -1.7088  10.6254  20.9216
O  -1.2399  5.475  20.8873
O  6.5348  2.8405  21.2506
O  -1.7423  10.8903  16.9857
O  0.0278  5.9033  16.2706

Results
free energy: -115335.266 eV
free energy less fixed offsets of O -569.03, Si -635.61 eV per atom: 1.264 eV
pressure: -0.16 GPa
stress xx, yy, zz, yz, xz, xy (GPa, positive in tension): 0.56, -0.71, 0.63, 0.38, 0.05, -0.81

Forces (eV/angstrom), in the order of the atoms: element, x, y, z
Si  -0.0196  -0.1621  0.2772
Si  -0.0722  -0.1802  -0.3669
Si  0.0343  0.3176  0.0074
Si  -0.2077  0.1418  -0.098
Si  0.0441  -0.1329  -0.4753
Si  0.1594  -0.4089  0.1468
Si  -0.0939  0.0414  -0.1875
Si  0.0035  0.3489  -0.0194
Si  0.0645  -0.1439  -0.0341
Si  -0.1283  -0.0471  -0.3554
Si  -0.0067  -0.0945  -0.0371
Si  0.0656  0.0752  -0.3215
Si  0.0118  0.0508  -0.0965
Si  0.0501  -0.0474  -0.1654
Si  0.1446  0.2824  -0.2405
Si  0.1512  0.1055  -0.1872
Si  -0.0362  -0.0153  -0.1603
Si  -0.1163  0.0355  -0.2467
Si  -0.0033  -0.0544  0.159
Si  0.1031  0.1991  -0.0847
Si  -0.056  0.0122  -0.0611
Si  -0.0396  -0.0354  0.0384
Si  0.0541  -0.1109  0.0602
Si  0.027  -0.0171  0.0012
Si  0.0261  -0.0471  -0.1481
Si  -0.1456  -0.0184  0.0302
Si  0.1024  -0.0508  -0.0179
Si  0.0251  0.0171  -0.0073
Si  -0.0688  0.0023  -0.036
Si  0.0277  -0.0552  -0.1045
Si  0.0376  0.038  -0.0766
Si  0.0399  0.0024  0
Si  0.0193  -0.0599  -0.051
Si  -0.0046  0.0088  -0.003
Si  0.0619  0.0058  -0.1107
Si  -0.0477  0.0377  -0.0401
Si  0.0629  0.0759  -0.0203
Si  0.0176  -0.0192  -0.0801
Si  -0.0432  0.0705  0.0021
Si  -0.0246  -0.0913  -0.0225
Si  -0.0561  0.0274  -0.0233
Si  -0.0148  0.1106  0.0092
Si  0.074  -0.0685  -0.0598
Si  0.0053  -0.0172  -0.0264
Si  -0.0522  -0.0552  0.022
Si  0.0073  0.046  0.0024
Si  -0.0024  -0.0514  0.0382
Si  0.0303  -0.0803  0.0041
Si  -0.0408  0.0534  0.0356
Si  0.0741  0.008  -0.0304
Si  0.0386  -0.012  -0.0379
Si  -0.094  0.0246  -0.0081
Si  0.0305  0.0538  0.0249
Si  0.0115  -0.0548  0.002
Si  -0.0497  -0.0955  0.0986
Si  -0.0049  0.1137  0.0411
Si  0.0285  -0.0375  0.0245
Si  -0.0028  -0.0087  0.0074
Si  -0.0183  0.0189  0.0825
Si  -0.0175  -0.0686  0.0588
Si  0.1299  -0.1263  -0.029
Si  -0.0824  0.2047  0.0222
Si  -0.0046  -0.0037  0.0377
Si  -0.0007  -0.1643  -0.2804
Si  0.0229  0.1197  -0.1622
Si  0.039  -0.0296  0.1047
Si  0.1076  -0.0362  -0.0109
Si  0.0664  -0.1455  -0.0714
Si  -0.0235  -0.0492  -0.0792
Si  -0.0702  0.115  -0.1633
Si  0.1541  0.2293  -0.04
Si  -0.0236  -0.0517  0.1671
Si  -0.0147  0.121  0.1222
Si  0.0024  0.0043  0.2989
Si  0.1596  -0.115  0.1689
Si  -0.0253  0.2063  0.1321
Si  0.0566  0.1658  0.4459
Si  0.0293  0.1721  0.1257
Si  -0.057  -0.1785  0.1209
Si  -0.0677  -0.0241  0.239
Si  -0.2513  -0.1561  0.0992
Si  0.064  -0.0094  0.3793
Si  -0.0573  -0.3212  0.0704
Si  -0.1171  0.2118  0.1884
Si  0.0412  0.2199  0.1602
Si  -0.0561  -0.1205  0.0071
Si  0.0585  -0.083  -0.058
Si  -0.003  0.3614  0.5131
Si  0.0018  -0.1791  0.3195
Si  0.0914  -0.3076  0.2426
Si  -0.1119  -0.1561  0.1838
Si  -0.356  0.0321  -0.3963
Si  0.0596  0.0649  0.3059
Si  0.1304  0.0539  0.0297
Si  -0.0679  0.0537  0.2204
Si  -0.1168  -0.1851  0.1547
Si  -0.0551  0.0029  0.1306
Si  -0.0279  -0.0177  -0.2975
Si  -0.0442  -0.0624  0.1529
Si  -0.065  -0.0688  0.0623
Si  -0.1236  0.1869  -0.3282
Si  0.091  -0.1324  -0.3614
Si  0.1856  -0.164  -0.1207
Si  -0.1665  0.1808  0.2064
Si  0.0972  0.1486  -0.6019
Si  -0.0328  -0.1236  0.1994
Si  0.0848  0.1099  0.0942
Si  -0.05  0.1179  0.08
Si  0.1581  -0.0182  0.2202
Si  -0.052  0.0271  -0.1123
Si  0.2635  0.0187  -0.3071
Si  -0.0866  -0.1912  0.5158
Si  -0.0509  0.0109  0.4632
Si  -0.0391  -0.1124  0.2539
Si  0.0554  -0.1406  -0.3351
Si  0.1775  -0.016  -0.256
Si  -0.0892  -0.09  -0.3182
O  0.1123  0.131  -0.1865
O  -0.0723  -0.0058  0.0447
O  0.0429  0.0594  0.2644
O  -0.0485  0.2113  0.1265
O  0.0165  -0.0489  0.205
O  0.0466  -0.0072  -0.0095
O  0.0021  -0.0495  0.2088
O  -0.0839  0.3616  0.2394
O  0.1007  -0.0874  -0.053
O  0.0277  0.0228  0.3618
O  0.0435  -0.0228  0.3925
O  -0.0202  0.1034  0.2793
O  0.0154  -0.0139  0.3116
O  -0.1021  0.1255  -0.2688
O  0.0403  -0.0862  0.1489
O  -0.0316  -0.1511  0.1524
O  -0.113  -0.1695  -0.1694
O  -0.0085  0.1028  0.0361
O  0.0806  -0.0126  -0.2385
O  0.1935  -0.126  -0.3099
O  -0.1043  0.1384  -0.207
O  0.0539  -0.0308  0.4379
O  0.036  -0.0598  -0.0976
O  -0.0401  0.2181  -0.257
O  0.0136  -0.0782  -0.1626
O  0.0446  0.0232  -0.2217
O  -0.0786  -0.0194  -0.1352
O  0.3126  -0.0981  -0.2284
O  0.0342  0.0251  -0.1136
O  -0.0428  -0.0479  -0.0377
O  0.0306  -0.2045  -0.1225
O  0.0456  0.6095  -0.1186
O  0.0596  -0.0243  0.0275
O  -0.1223  0.1697  -0.6641
O  0.0515  -0.0797  -0.1165
O  -0.0123  0.0295  -0.1049
O  -0.095  -0.0567  0.1482
O  0.0224  0.0195  -0.0133
O  0.1267  -0.0878  -0.149
O  0.0009  -0.033  -0.1339
O  -0.1071  -0.1225  -0.4846
O  0.0056  0.063  0.027
O  0.0523  0.0107  -0.2165
O  -0.0156  0.0014  -0.0482
O  -0.0349  -0.1948  0.437
O  -0.0264  0.1176  -0.2281
O  -0.0458  -0.1217  -0.0584
O  -0.0706  -0.0691  -0.1062
O  -0.0054  0.0095  0.3506
O  -0.0161  0.0415  -0.0793
O  -0.06  -0.0824  0.0452
O  0.1144  0.0049  0.3116
O  0.0141  -0.0011  -0.2772
O  0.3208  0.1253  0.3069
O  -0.2389  0.0978  -0.1829
O  0.0397  -0.0041  0.1261
O  0.0474  -0.1274  -0.3553
O  0.1009  0.0552  -0.0889
O  0.0077  -0.088  0.216
O  -0.106  0.0275  -0.0271
O  -0.324  -0.1113  0.0278
O  0.0529  0.0038  0.3387
O  -0.0483  0.0688  -0.0694
O  0.0294  -0.0596  0.1492
O  -0.0211  -0.1057  -0.2676
O  0.0538  -0.0235  0.0893
O  -0.0187  -0.0266  0.0714
O  0.0413  -0.0093  0.2193
O  -0.1504  0.1818  0.3752
O  -0.2452  -0.0601  0.3264
O  -0.0725  -0.0601  -0.067
O  0.0442  0.1647  -0.1695

The program warned: the cutoff lies below the one the program advises for these potential files.
